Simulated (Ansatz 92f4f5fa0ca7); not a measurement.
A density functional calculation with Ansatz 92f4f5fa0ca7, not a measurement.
Periodic cell of 414 atoms, Si266O148, from a study of silicon, its oxide and their interface. The atomic structure is a simulated model.
Doubt: the cutoff is far below the 930 eV that the study's wrapper takes by default for these files, so forces and energies are approximate.
This geometry differs little from another in the collection (a relaxation step or a small displacement).

Settings
functional: PBE
potential files: Ansatz PAW
basis: plane waves
wave-function cutoff: 580 eV
density cutoff ratio: 5
exchange-correlation grid ratio: 1
k mesh: 1 x 1 x 1, Gamma-centred
self-consistency stop: 5e-08 eV per atom in the density residual
occupations: fixed
spin: none
net charge: 0

Cell vectors (angstrom)
a	15.4687	0	0
b	0	12.8259	0
c	0	0	36.0919

Atoms: element, x, y, z (angstrom)
Si	-0.025	1.1609	33.4176
Si	3.8863	1.1663	33.4103
Si	7.7295	1.1703	33.4008
Si	11.5944	1.1656	33.4112
Si	1.9354	7.5891	33.4302
Si	5.7952	7.5857	33.4253
Si	9.6804	7.5885	33.42
Si	13.5266	7.5884	33.4235
Si	1.9336	5.247	33.825
Si	5.8008	5.247	33.825
Si	9.6679	5.247	33.825
Si	13.5351	5.247	33.825
Si	0	11.6599	33.825
Si	3.8672	11.6599	33.825
Si	7.7343	11.6599	33.825
Si	11.6015	11.6599	33.825
Si	0	4.664	35.0618
Si	3.8672	4.664	35.0618
Si	7.7343	4.664	35.0618
Si	11.6015	4.664	35.0618
Si	1.9336	11.0769	35.0618
Si	5.8008	11.0769	35.0618
Si	9.6679	11.0769	35.0618
Si	13.5351	11.0769	35.0618
Si	0	2.332	35.474
Si	3.8672	2.332	35.474
Si	7.7343	2.332	35.474
Si	11.6015	2.332	35.474
Si	1.9336	8.745	35.474
Si	5.8008	8.745	35.474
Si	9.6679	8.745	35.474
Si	13.5351	8.745	35.474
Si	1.9336	1.749	0.6188
Si	5.8008	1.749	0.6188
Si	9.6679	1.749	0.6188
Si	13.5351	1.749	0.6188
Si	0	8.162	0.6188
Si	3.8672	8.162	0.6188
Si	7.7343	8.162	0.6188
Si	11.6015	8.162	0.6188
Si	0	5.83	1.031
Si	3.8672	5.83	1.031
Si	7.7343	5.83	1.031
Si	11.6015	5.83	1.031
Si	1.9336	12.2429	1.031
Si	5.8008	12.2429	1.031
Si	9.6679	12.2429	1.031
Si	13.5351	12.2429	1.031
Si	1.9336	5.247	2.2678
Si	5.8008	5.247	2.2678
Si	9.6679	5.247	2.2678
Si	13.5351	5.247	2.2678
Si	0	11.6599	2.2678
Si	3.8672	11.6599	2.2678
Si	7.7343	11.6599	2.2678
Si	11.6015	11.6599	2.2678
Si	1.9336	2.915	2.68
Si	5.8008	2.915	2.68
Si	9.6679	2.915	2.68
Si	13.5351	2.915	2.68
Si	0	9.328	2.68
Si	3.8672	9.328	2.68
Si	7.7343	9.328	2.68
Si	11.6015	9.328	2.68
Si	0.313	0.3205	26.8619
Si	3.5006	0.4406	26.7354
Si	8.0668	0.6024	26.5689
Si	11.236	0.5139	26.6304
Si	1.6012	6.4283	26.9103
Si	6.1925	6.4784	26.9636
Si	9.3556	6.5193	26.9273
Si	13.9492	6.4493	26.988
Si	1.8842	4.1049	27.1497
Si	5.8171	4.1897	27.2616
Si	9.6983	4.2057	27.1286
Si	13.6514	4.1671	27.4839
Si	-0.006	10.7935	27.0941
Si	3.758	10.2505	27.3294
Si	8.0212	10.2914	26.617
Si	11.7225	10.2613	27.0616
Si	0.0976	3.5317	28.6319
Si	3.8406	3.6001	28.4485
Si	7.7817	3.5524	28.4463
Si	11.5827	3.6117	28.4801
Si	1.7704	9.9644	28.4654
Si	5.6052	9.7404	28.6323
Si	9.7314	9.9008	28.2577
Si	13.6238	10.0355	28.4047
Si	0.015	1.2417	28.9898
Si	3.8306	1.2773	28.886
Si	7.7549	1.247	28.8134
Si	11.5771	1.2657	28.8329
Si	1.8876	7.6254	28.9306
Si	5.7519	7.4768	29.0596
Si	9.6427	7.6464	28.9534
Si	13.5905	7.7045	28.9241
Si	1.9499	0.6146	30.1674
Si	5.8061	0.6262	30.0293
Si	9.6639	0.6296	30.0722
Si	13.4984	0.6307	30.0811
Si	-0.003	7.0524	30.204
Si	3.7806	6.9637	30.1758
Si	7.7447	7.029	30.2155
Si	11.6194	7.0775	30.0975
Si	0.0273	4.737	30.6304
Si	3.8123	4.6588	30.5486
Si	7.7564	4.6997	30.5177
Si	11.5877	4.7432	30.5399
Si	1.918	11.1132	30.527
Si	5.8222	11.1329	30.5305
Si	9.6691	11.1043	30.3753
Si	13.5318	11.1371	30.4957
Si	1.9325	4.0602	31.8128
Si	5.8019	4.1009	31.733
Si	9.668	4.0921	31.7621
Si	13.52	4.0998	31.7579
Si	-0.013	10.5366	31.7569
Si	3.8653	10.5075	31.7425
Si	7.7691	10.5291	31.728
Si	11.5827	10.5251	31.7037
Si	1.926	1.7419	32.2305
Si	5.8081	1.764	32.1321
Si	9.6668	1.7524	32.165
Si	13.5111	1.7686	32.1636
Si	-0.0024	8.2135	32.2313
Si	3.863	8.1812	32.1925
Si	7.7376	8.2024	32.2303
Si	11.606	8.2013	32.1718
Si	0	2.332	3.9167
Si	3.8672	2.332	3.9167
Si	7.7343	2.332	3.9167
Si	11.6015	2.332	3.9167
Si	1.9336	8.745	3.9167
Si	5.8008	8.745	3.9167
Si	9.6679	8.745	3.9167
Si	13.5351	8.745	3.9167
Si	1.9286	6.4029	4.3412
Si	5.8028	6.4073	4.3393
Si	9.6645	6.4037	4.3372
Si	13.5553	6.4038	4.3299
Si	-0.0145	12.8204	4.313
Si	3.8669	12.8182	4.3062
Si	7.7314	12.8219	4.3195
Si	11.6023	12.8159	4.3018
Si	0.0047	5.8048	5.6066
Si	3.865	5.8134	5.5721
Si	7.7309	5.8066	5.5899
Si	11.6187	5.7893	5.533
Si	1.9242	12.213	5.5052
Si	5.794	12.2179	5.5359
Si	9.6768	12.2129	5.5197
Si	13.5215	12.1961	5.53
Si	-0.0051	3.4793	6.0466
Si	3.8686	3.4847	6.0331
Si	7.7392	3.483	6.0212
Si	11.5956	3.4633	6.0396
Si	1.9573	9.8762	5.9842
Si	5.7995	9.8856	5.9944
Si	9.6721	9.878	5.9915
Si	13.5517	9.8786	6.0198
Si	1.9418	2.9432	7.3276
Si	5.812	2.9125	7.2933
Si	9.6531	2.9237	7.3305
Si	13.5213	2.862	7.3133
Si	0.0585	9.2361	7.2198
Si	3.8798	9.2764	7.2376
Si	7.7318	9.2441	7.2057
Si	11.5954	9.2619	7.2261
Si	0.0128	6.9095	7.7117
Si	3.8746	6.9468	7.6459
Si	7.7441	6.9228	7.6798
Si	11.6614	6.9226	7.5809
Si	1.9074	13.4111	7.518
Si	5.7688	13.3768	7.5822
Si	9.6667	13.3869	7.5493
Si	13.493	13.3302	7.5817
Si	1.9666	6.4056	8.9547
Si	5.788	6.3866	8.9271
Si	9.7507	6.3782	8.8193
Si	13.53	6.2739	8.9146
Si	0.0022	12.6766	8.6824
Si	3.7934	12.7986	8.7434
Si	7.7338	12.6771	8.686
Si	11.5549	12.7679	8.816
Si	2.0022	4.0919	9.477
Si	5.8364	4.0151	9.4302
Si	9.719	4.0753	9.4735
Si	13.4935	3.9177	9.4687
Si	0.1327	10.3893	9.2754
Si	3.8336	10.5222	9.2524
Si	7.6931	10.389	9.2624
Si	11.5062	10.4915	9.2579
Si	0.024	3.7592	10.7547
Si	3.9557	3.3514	10.7243
Si	7.7733	3.8098	10.8468
Si	11.5654	3.2084	10.7991
Si	2.0857	9.9021	10.7378
Si	5.7266	10.0576	10.5744
Si	9.5716	9.8948	10.6153
Si	13.5469	9.9217	10.2904
Si	0.5459	0.968	11.5549
Si	3.6193	1.0431	10.8106
Si	8.3479	0.9656	11.5715
Si	11.4394	0.8569	10.9953
Si	2.2859	7.565	11.035
Si	5.4249	7.7207	10.884
Si	10.0702	7.5909	10.8172
Si	13.2171	7.6592	10.799
O	11.6492	7.4188	11.2902
O	3.8932	7.3188	11.4297
O	0.0294	6.7329	26.4453
O	7.7663	6.7311	26.5116
O	9.6669	0.8329	26.2491
O	1.8905	0.5857	26.4156
O	9.9427	13.4202	11.6977
O	2.1606	13.5193	11.5505
O	4.8729	13.3757	11.7518
O	1.353	7.0339	12.3069
O	8.0898	2.5437	11.8517
O	7.4234	12.9456	12.6072
O	15.2208	12.8216	12.5976
O	6.5333	7.3781	12.041
O	2.4433	10.644	12.2089
O	5.7981	10.921	12.0165
O	-0.2374	5.0312	11.7394
O	14.1742	7.4029	12.1152
O	9.2294	10.6874	12.0588
O	4.2831	3.7018	12.328
O	11.4375	3.6106	12.4226
O	13.7844	10.7063	11.7232
O	12.5776	13.0581	12.034
O	7.4353	4.9216	12.019
O	13.7925	3.4199	26.0133
O	9.7453	3.5806	25.5843
O	11.9318	9.2307	25.7899
O	8.0796	9.5781	25.1494
O	5.3084	6.9881	25.6773
O	7.1113	1.3914	25.4961
O	12.9412	6.7756	25.7379
O	3.85	9.1767	26.1089
O	14.774	0.9398	25.6937
O	4.3785	1.2398	25.6054
O	2.6186	6.8838	25.7003
O	1.819	3.3723	25.6464
O	10.2782	7.1749	25.7274
O	12.1416	1.3563	25.5622
O	5.6803	3.561	25.7232
O	-0.0685	10.2894	25.5075
Si	1.6748	10.4676	17.7991
Si	8.577	1.9413	21.8008
Si	13.8585	11.5902	22.1686
Si	5.6839	2.0671	25.0656
Si	0.8074	0.4974	22.7821
Si	7.9145	8.1382	14.7691
Si	11.6983	5.655	16.0424
Si	10.9874	10.5389	22.2943
Si	12.8542	1.2196	15.7366
Si	8.3205	11.7312	21.5077
Si	2.9153	8.896	19.9384
Si	15.1165	12.8393	17.2886
Si	0.5217	10.6183	24.0158
Si	12.8337	11.963	19.3275
Si	-0.1315	6.3761	12.6117
Si	14.4846	6.6403	15.573
Si	11.3592	3.2705	14.0181
Si	4.1703	3.5494	13.9527
Si	11.1677	10.1378	17.4225
Si	8.7697	6.4732	22.6019
Si	4.0083	13.2445	14.8764
Si	6.2949	3.892	16.208
Si	1.7902	3.3497	24.0088
Si	9.11	2.371	15.9356
Si	1.2063	8.541	15.5123
Si	2.6779	1.3527	20.4665
Si	3.6777	4.2215	17.6154
Si	2.4213	5.7225	19.7301
Si	11.2825	1.7231	20.3382
Si	3.9942	12.5629	17.9593
Si	13.7661	12.0563	12.5979
Si	1.079	5.7718	22.3404
Si	7.1011	6.0198	18.3031
Si	15.1552	5.0583	18.2817
Si	12.1772	11.2589	14.9611
Si	8.5241	9.5107	23.5862
Si	3.2799	6.1398	15.2192
Si	1.1834	2.5451	18.2521
Si	3.9388	7.7746	25.3219
Si	9.4586	10.5003	13.674
Si	4.9552	8.6485	15.0779
Si	9.4753	7.4929	17.2626
Si	2.5704	8.5074	22.9385
Si	2.6844	10.5898	13.8394
Si	5.4921	8.7333	18.1961
Si	4.5205	3.017	22.4553
Si	8.8186	12.0222	16.2626
Si	11.4989	7.6113	21.9887
Si	11.7284	7.7189	25.2052
Si	13.7502	5.6549	20.976
Si	6.8127	4.487	21.0496
Si	12.614	3.18	22.6741
Si	7.7457	6.4127	12.5418
Si	13.605	2.0104	25.2482
Si	9.8585	3.8685	23.9824
Si	11.4763	3.2097	17.711
Si	5.8704	12.4412	12.6412
Si	6.8543	11.3598	18.6105
O	3.5355	5.5908	16.7317
O	12.865	6.7408	15.7067
O	-0.5289	5.6921	16.8097
O	0.3875	11.3611	17.2931
O	2.4261	3.1814	17.3833
O	9.9504	11.4562	21.4024
O	4.8803	8.8921	16.6894
O	0.9186	4.6454	23.5078
O	12.5661	2.2077	14.4413
O	13.8882	12.6762	18.3303
O	7.5231	3.0167	21.174
O	8.0084	0.4203	22.0989
O	12.2206	10.1212	16.1446
O	6.7438	9.74	18.4619
O	13.7074	11.3556	20.5653
O	11.0355	10.8104	13.8976
O	11.8805	12.7321	15.6203
O	6.4869	8.899	14.5904
O	10.4971	8.6762	17.7893
O	12.6432	6.8307	21.1472
O	3.3075	3.5305	23.4239
O	3.8985	2.0286	21.3117
O	1.7254	9.8753	19.3388
O	1.6487	7.1867	22.85
O	6.8145	4.9079	19.4681
O	11.4249	3.924	23.5161
O	11.7682	13.1185	19.7506
O	1.3944	9.7563	14.4263
O	11.5521	2.9687	19.3127
O	12.3012	11.4402	22.733
O	2.1094	5.1682	21.2253
O	3.0969	4.7568	14.3394
O	5.3279	4.2563	21.7301
O	3.0286	11.3218	17.573
O	12.0055	10.7081	18.6937
O	17.4534	7.1352	15.1863
O	14.6888	13.0152	22.378
O	8.2906	8.1438	16.3455
O	9.148	2.6336	23.1729
O	1.0997	1.9636	23.4557
O	9.0893	8.9421	13.9766
O	11.8113	7.6201	23.5918
O	10.1046	9.9904	23.5704
O	1.1599	12.1271	23.8523
O	1.7824	0.3856	21.454
O	3.94	8.0957	23.7278
O	9.9369	3.0811	17.1622
O	5.3806	12.6276	14.1944
O	9.1821	5.3395	23.7193
O	13.3193	4.2714	21.7079
O	6.8938	5.2905	16.8358
O	3.6391	4.793	19.1514
O	15.0932	8.1564	15.6452
O	4.5324	7.0918	14.7513
O	8.2797	7.9391	23.1604
O	5.3946	12.0766	18.6219
O	5.997	7.2115	18.4678
O	14.0045	5.4334	19.375
O	1.1263	5.5958	18.7735
O	4.0044	9.7135	14.282
O	11.567	4.7099	14.7357
O	9.9792	11.1711	17.0223
O	15.2851	3.4325	18.1342
O	5.5762	3.9563	14.7229
O	7.536	11.9272	17.2465
O	2.9785	9.1927	21.5307
O	0.8218	1.0542	17.7149
O	1.6411	2.4591	19.8287
O	9.1586	13.5947	16.1277
O	10.3273	6.4651	16.3361
O	7.5687	5.7535	21.7679
O	14.4033	0.6658	15.9389
O	11.4514	9.1781	21.4865
O	7.5525	2.8612	16.028
O	14.7785	10.4478	22.9131
O	13.5469	11.4879	14.1144
O	1.7506	9.0969	16.9297
O	4.3475	9.2125	19.2486
O	12.0312	4.7057	17.3445
O	8.6361	6.6501	18.4048
O	8.5999	11.4115	14.7443
O	7.8282	6.6141	14.1624
O	13.6627	2.4468	23.6827
O	15.1202	6.1508	21.6796
O	10.094	6.8133	21.6906
O	2.7099	7.3056	19.7432
O	12.4254	2.0716	17.047
O	12.0529	1.9828	21.7362
O	7.6604	11.6519	20.0095
O	7.7514	10.5584	22.5478
O	5.5673	2.2016	23.439
O	3.3113	0.5988	19.1668
O	15.0219	5.9955	14.1636
O	1.7335	9.5859	23.8016
O	5.0826	3.446	17.2522
O	2.8373	12.1382	14.4266
O	9.6918	1.7033	20.6371
O	3.7402	1.9873	14.362
O	4.1935	13.3253	16.5091
O	9.8836	2.7118	14.515
O	7.7437	11.8623	26.2892
O	-0.1036	0.7534	10.0747
O	6.7191	-3.0908	27.3949
O	3.9541	11.7078	26.5822
O	9.2048	6.8329	11.9731
O	15.6959	2.5375	11.8624
O	7.7597	0.7616	10.0703
O	11.5814	-1.0665	26.3776

Results
free energy: -253275.115 eV
free energy less fixed offsets of O -568.88, Si -635.61 eV per atom: -8.615 eV

Forces (eV/angstrom), in the order of the atoms: element, x, y, z
Si	-0.0247	0.0187	-0.0015
Si	0.0118	0.015	-0.0009
Si	-0.0032	0.0156	-0.0012
Si	-0.0139	0.013	0.0027
Si	-0.0019	-0.0063	-0.0455
Si	0.0081	-0.0126	-0.0255
Si	0.0122	-0.0136	-0.0298
Si	-0.0062	0.0005	-0.0405
Si	0.0744	0.1003	0.2469
Si	0.0147	0.011	-0.1081
Si	-0.0214	0.0579	0.0226
Si	-0.0487	0.0757	0.0219
Si	-0.0901	0.0738	0.0803
Si	-0.006	-0.0097	-0.0842
Si	0.1439	0.0773	-0.1709
Si	-0.0703	0.0024	-0.2762
Si	0.0183	0.0305	-0.0024
Si	-0.0231	0.0355	0.0131
Si	0.006	0.019	-0.0054
Si	0.0043	0.0116	0.0025
Si	0.0008	0.0222	-0.0194
Si	-0.0113	-0.0455	-0.0623
Si	-0.0201	0.0252	-0.0123
Si	0.0293	-0.036	-0.0454
Si	-0.0586	0.035	0.0213
Si	0.075	0.0145	0.0036
Si	-0.0185	0.0197	-0.0545
Si	-0.0177	0.0284	-0.0026
Si	0.0211	0.034	0.1627
Si	-0.0445	0.026	0.1128
Si	0.0536	0.0239	0.0944
Si	-0.0482	0.0374	0.1193
Si	-0.005	-0.0527	-0.0406
Si	-0.0035	-0.0135	-0.0041
Si	0.0067	-0.0309	-0.0197
Si	0.0066	-0.029	-0.005
Si	0.0009	-0.0005	-0.0003
Si	0.0122	0.0393	0.0225
Si	-0.0074	-0.0082	-0.0127
Si	0.0112	0.0165	0.0238
Si	-0.0171	-0.0224	-0.0106
Si	0.0257	-0.0006	0.0213
Si	-0.0075	-0.0062	0.0067
Si	-0.0085	0.0182	0.0288
Si	0.0063	-0.0135	0.0012
Si	0.0061	-0.0051	-0.0088
Si	0.0297	-0.0214	-0.0031
Si	-0.0292	-0.025	-0.0215
Si	-0.0218	0.0147	0.0419
Si	0.0074	0.0276	0.0557
Si	-0.0352	0.01	0.0219
Si	0.0859	-0.0049	-0.0166
Si	-0.0402	-0.0419	-0.1437
Si	0.0068	-0.0653	-0.1934
Si	-0.0107	-0.029	-0.0961
Si	-0.0002	-0.0687	-0.2129
Si	0.0034	0.0439	0.0499
Si	0.0061	0.0389	0.0549
Si	-0.0093	0.0259	0.0383
Si	-0.0051	0.0589	0.063
Si	-0.0085	0.0154	0.0388
Si	-0.0098	-0.0415	-0.0056
Si	0.0045	-0.0004	0.0213
Si	-0.006	0.0012	0.0314
Si	0.0466	-0.1098	0.0268
Si	-0.0058	-0.0681	-0.1395
Si	0.0544	-0.272	-0.1288
Si	-0.0883	-0.0798	-0.0977
Si	-0.1502	-0.0992	-0.0391
Si	0.0747	-0.0776	-0.07
Si	0.0034	-0.122	-0.0127
Si	0.0774	-0.1712	-0.0683
Si	0.0216	0.0045	0.0857
Si	-0.0062	-0.0498	0.0522
Si	-0.0291	0.042	0.0678
Si	-0.046	0.0684	-0.0257
Si	-0.0028	0.0938	0.0709
Si	0.0554	0.1189	0.0152
Si	-0.0373	0.2527	0.0476
Si	-0.031	0.0781	0.0438
Si	0.0351	0.077	-0.124
Si	-0.0271	0.0444	-0.1668
Si	0.0242	0.0777	-0.2111
Si	0.0359	0.0027	-0.1076
Si	-0.0581	-0.0192	-0.0911
Si	0.2015	0.2049	-0.0868
Si	-0.0613	0.0047	-0.0108
Si	-0.0008	-0.015	-0.0713
Si	0.0215	0.0172	0.0087
Si	0.0947	0.0348	0.107
Si	-0.0224	-0.0275	0.1221
Si	-0.0107	0.0731	0.1218
Si	-0.0542	0.0813	-0.04
Si	0.0046	0.059	0.0288
Si	0.0202	0.1029	-0.0824
Si	-0.0021	0.1526	0.0283
Si	-0.0115	0.0372	-0.0274
Si	-0.023	0.0054	-0.0496
Si	-0.0089	-0.0215	-0.0422
Si	-0.0173	-0.02	0.0116
Si	-0.0016	0.0052	-0.0161
Si	0.0287	-0.0246	0.0694
Si	-0.0088	-0.0217	0.0053
Si	0.0114	-0.0779	0.0665
Si	-0.0255	-0.0244	-0.0307
Si	0.0382	0.0173	0.026
Si	0.0063	-0.0334	0.0613
Si	-0.0033	0.0062	-0.0267
Si	0.0073	-0.0296	0.0149
Si	-0.0195	-0.1517	-0.1183
Si	-0.0119	-0.0421	0.0096
Si	0.0172	-0.0159	0.0093
Si	-0.0279	0.0007	0.0446
Si	-0.0144	0.0287	0.0415
Si	0.0027	0.011	0.0475
Si	0.0107	0.0311	0.0452
Si	-0.0166	-0.003	0.0168
Si	0.048	0.0301	0.0417
Si	0.0197	0.0077	0.0026
Si	-0.0337	0.0268	0.025
Si	0.0077	-0.0141	-0.0254
Si	-0.0047	-0.0401	-0.0227
Si	0.0038	-0.0027	-0.0146
Si	0.0269	-0.0286	-0.0074
Si	0.0077	0.0202	0.0045
Si	-0.0091	-0.0024	0.0138
Si	-0.0093	0.0455	0.0269
Si	-0.0056	0.0035	0.0114
Si	0.0036	0.0077	0.3604
Si	-0.0063	0.0054	0.2903
Si	0.034	-0.012	0.2482
Si	-0.0245	-0.0531	0.2924
Si	0.0646	-0.1413	-0.044
Si	-0.0314	-0.087	0.0341
Si	-0.0052	-0.1178	0.0062
Si	0.023	-0.1005	0.181
Si	-0.0094	0.0086	0.0256
Si	0.0013	-0.0001	0.0174
Si	-0.0007	0.0062	0.025
Si	-0.0005	0.0129	0.0223
Si	-0.0095	-0.0136	-0.0068
Si	-0.0039	0.0002	-0.0038
Si	0.0066	-0.0219	-0.0017
Si	0.0097	-0.0067	-0.0049
Si	0.008	-0.0033	-0.0157
Si	0.0039	-0.0324	-0.0166
Si	0.0001	0.0098	-0.0308
Si	0.0026	-0.0469	-0.0153
Si	0.0382	-0.0044	0.0079
Si	-0.0323	0.0003	-0.003
Si	0.0174	-0.0109	-0.0079
Si	-0.0324	0.0279	-0.0129
Si	-0.0085	-0.0269	-0.0069
Si	0.0031	0.0117	-0.0149
Si	-0.0043	-0.0241	0.0217
Si	-0.0008	0.025	-0.0035
Si	0.0281	0.0096	-0.0557
Si	0.0217	-0.0116	-0.0577
Si	-0.0057	-0.002	-0.0523
Si	0.0216	-0.0503	-0.0512
Si	-0.024	0.0174	-0.0489
Si	0.0148	-0.0335	-0.018
Si	-0.0174	-0.0025	-0.0384
Si	0.009	-0.0201	-0.0532
Si	-0.0604	-0.0098	0.0386
Si	-0.0135	0.0142	-0.0198
Si	0.0021	0.0002	0.0251
Si	0.0119	0.0288	0.0227
Si	-0.0017	0.0573	-0.09
Si	-0.0087	-0.0202	-0.016
Si	-0.0327	0.0654	-0.0643
Si	0.0241	0.0004	0.0001
Si	-0.0347	0.0156	0.0321
Si	0.0497	0.0564	0.0403
Si	-0.0368	0.0324	0.0643
Si	0.0798	0.0425	0.0284
Si	0.0122	-0.0569	0.0497
Si	0.0162	-0.1074	0.0304
Si	0.0312	-0.0739	0.0781
Si	-0.0192	-0.129	-0.0122
Si	-0.0502	-0.0417	-0.0128
Si	0.0012	-0.0494	-0.0444
Si	-0.0147	0.0259	-0.061
Si	-0.0038	-0.0422	-0.0036
Si	0.0935	0.0007	0.034
Si	-0.0425	-0.0116	0.0589
Si	0.0436	0.0051	0.051
Si	-0.0344	0.0116	0.0684
Si	0.0622	0.0338	0.1045
Si	0.011	-0.0462	0.1745
Si	-0.0148	-0.0248	0.1354
Si	-0.0213	-0.0996	0.1523
Si	-0.052	-0.0156	-0.0222
Si	-0.0489	-0.0137	-0.0881
Si	-0.0341	0.1199	-0.0716
Si	0.0654	-0.0014	-0.0642
Si	-0.0954	0.0027	-0.133
Si	0.0264	-0.0086	-0.1378
Si	0.0159	0.017	-0.1359
Si	0.0058	-0.0432	-0.0785
Si	0.0333	0.0312	-0.0431
Si	-0.0178	0.0189	0.0378
Si	0.0485	-0.003	0.0117
Si	0.0078	0.0462	-0.0162
Si	0.0581	0.1011	-0.0254
Si	-0.0544	0.0793	0.0186
Si	0.1173	0.0713	0.0034
Si	-0.1393	0.1272	0.0655
O	-0.0048	-0.0107	-0.0159
O	0.0103	-0.0319	-0.0075
O	0.0752	0.0069	0.015
O	-0.0406	0.0178	0.0359
O	-0.0454	-0.037	0.0439
O	-0.053	0.0041	0.0256
O	-0.1351	0.0059	-0.0481
O	-0.0524	0.0005	-0.0274
O	0.0158	-0.0063	-0.0096
O	-0.0429	-0.0365	0.0209
O	-0.007	-0.0763	-0.0543
O	0.0412	0.0285	-0.0581
O	-0.0132	-0.0162	-0.0039
O	0.0526	-0.0295	0.0109
O	0.0496	0.042	0.1008
O	-0.0025	0.0747	0.062
O	0.0139	0.0341	-0.0085
O	0.0187	-0.0068	-0.0364
O	-0.0031	0.0233	0.0627
O	0.0228	0.016	0.0534
O	-0.0176	0.0106	0.0637
O	-0.0227	0.0049	-0.0165
O	0.0292	-0.0456	0.0061
O	0.0389	0.0404	-0.0051
O	0.0032	-0.0187	0.0607
O	0.0023	0.0017	-0.0726
O	0.0029	-0.0693	-0.0594
O	-0.0324	-0.0057	-0.0635
O	-0.0373	0.014	0.0084
O	-0.0611	0.038	-0.0284
O	-0.0307	0.006	0.0013
O	-0.013	-0.0275	-0.0245
O	-0.0596	0.0805	-0.0446
O	0.0282	0.0216	0.023
O	0.0019	0.0074	0.0174
O	-0.0165	-0.0227	-0.0792
O	0.0589	0.0213	-0.0152
O	0.0911	0.0555	-0.0274
O	0.0096	-0.0065	-0.0178
O	0.0061	-0.0117	-0.0598
Si	0.0031	-0.0223	0.0042
Si	-0.0145	-0.003	-0.0191
Si	-0.0105	-0.0103	-0.0169
Si	0.0115	-0.0347	-0.0017
Si	-0.0106	-0.0046	-0.0309
Si	-0.0022	0.0074	0.0499
Si	0.0105	-0.005	0.0342
Si	0.0002	-0.0082	-0.0416
Si	-0.0303	0.0079	0.0372
Si	0.0146	-0.0153	0.0003
Si	-0.0075	0.0014	0.011
Si	-0.0166	-0.0056	0.0256
Si	-0.0024	-0.0043	-0.043
Si	-0.0121	-0.0141	0.0052
Si	0.012	-0.0024	-0.0169
Si	-0.0115	0.0086	0.0369
Si	0.0044	0.0111	0.0288
Si	-0.017	-0.0178	0.0166
Si	0.0014	-0.0034	0.0222
Si	0.0237	0.013	-0.0772
Si	-0.0004	-0.0165	0.0204
Si	-0.002	0.0008	0.0314
Si	0.0073	-0.0163	0.0119
Si	0.0068	0.0122	0.053
Si	-0.0079	0.0234	0.0271
Si	0.0185	-0.0123	0.0219
Si	0.0034	0.0109	0.0127
Si	-0.0071	-0.0133	0.0013
Si	-0.0156	0.0035	0.0016
Si	0.0034	0.0173	-0.0023
Si	-0.0026	0.018	-0.0098
Si	-0.0143	-0.0025	-0.0279
Si	0.005	-0.0109	0.0228
Si	-0.0167	0.0216	0.0099
Si	-0.0197	-0.0009	0.0339
Si	-0.0295	0.0388	0.0106
Si	0.0095	0.0008	0.0271
Si	0.0084	0.0067	0.0146
Si	0.0209	0.0655	0.0017
Si	-0.0033	0.0125	0.009
Si	-0.0164	0.0155	0.0271
Si	0.002	-0.002	0.0118
Si	0.0069	0.0168	-0.009
Si	0.0048	0.0158	-0.0322
Si	-0.0073	0.0022	-0.0094
Si	0.0064	-0.0032	-0.0281
Si	0.0154	-0.0113	0.029
Si	-0.0233	0.0035	-0.0562
Si	-0.0035	0.0259	0.012
Si	-0.0207	0.0187	-0.0026
Si	0.0068	-0.0138	0.0151
Si	-0.023	0.013	-0.0268
Si	0.018	-0.0199	-0.0213
Si	-0.04	-0.0425	0.0009
Si	0.0145	-0.0257	-0.0001
Si	-0.001	0.0011	0.0197
Si	-0.041	-0.0518	-0.0066
Si	0.0168	0.0056	0.0501
O	0.0008	-0.0034	-0.0193
O	0.0053	-0.0035	-0.0232
O	0.01	-0.0055	-0.0155
O	-0.0054	0.0153	-0.0174
O	-0.0052	-0.0077	-0.0197
O	-0.006	-0.0053	0.0119
O	0.0071	-0.0039	-0.0036
O	-0.0021	0.0216	0.0174
O	-0.0015	-0.0136	-0.0176
O	0.0037	0.004	-0.0158
O	-0.0005	0.0102	-0.0068
O	0.0005	0.0037	0.0107
O	-0.0069	-0.011	-0.0126
O	0.0037	0.0139	-0.0077
O	0.0032	0.0001	-0.0126
O	0.0091	-0.0019	-0.0148
O	0.0022	0.0042	-0.0323
O	-0.0115	-0.0007	-0.0296
O	0.0018	0.0082	-0.0077
O	0.0161	-0.0089	0.0033
O	-0.0068	0.0126	0.0212
O	-0.0164	-0.0143	-0.0083
O	0.0045	0	-0.0028
O	-0.0083	-0.0043	0.0174
O	0.0019	0.0128	-0.0294
O	0.0155	-0.0003	0.0121
O	0.0116	-0.005	-0.0156
O	-0.0198	-0.0359	0.005
O	-0.0021	0.0102	-0.0167
O	0.0115	0.0031	0.0186
O	0.0064	0.0128	-0.0043
O	-0.0031	0.0063	-0.0296
O	0.0049	0.0044	0.0136
O	-0.0072	-0.0095	-0.0137
O	0.0092	0.0092	-0.0066
O	0.0028	-0.0006	-0.0355
O	0.0039	-0.0057	0.0101
O	0.0005	0.0009	-0.0223
O	-0.0081	-0.0073	0.0113
O	-0.007	-0.011	0.0195
O	0.0002	-0.0033	-0.0153
O	0.0054	-0.0041	0.0215
O	0.0039	-0.0132	0.0295
O	0.0002	0.0023	0.0309
O	0.005	0.001	-0.0113
O	-0.0413	-0.0042	0.0294
O	-0.0039	0.0006	-0.0147
O	0.015	0.0055	-0.0233
O	-0.0087	0.0096	0.0159
O	0.0073	-0.0018	0.0198
O	-0.0061	0.0034	-0.026
O	-0.0052	0.0019	-0.0105
O	0.0203	0.002	-0.0247
O	-0.0044	-0.0006	-0.0317
O	-0.0074	0.0002	0.0332
O	0.0066	-0.0039	-0.009
O	-0.0006	0.0002	-0.006
O	0.0137	-0.0019	-0.0178
O	0.0021	0.0033	-0.0105
O	0.0095	-0.0157	-0.0297
O	0	0.0106	-0.0225
O	-0.0072	0.0019	-0.0138
O	0.0087	-0.0082	-0.0092
O	0.0207	0.0039	-0.011
O	-0.0024	-0.0039	-0.0104
O	-0.0051	-0.0103	-0.0015
O	0.0009	-0.002	-0.0204
O	-0.0134	0.0083	-0.0099
O	-0.0088	-0.012	-0.0238
O	-0.0012	-0.0064	-0.0179
O	-0.0078	-0.0118	0.0093
O	0.0219	0.0009	-0.0157
O	-0.0009	-0.0042	0.0233
O	-0.0078	0.0013	-0.0259
O	-0.0071	0.004	0.0119
O	0.0048	0.0053	-0.029
O	-0.0038	0.0138	-0.0056
O	-0.0003	-0.0047	0.0019
O	-0.0059	-0.0057	-0.0069
O	-0.0036	-0.0033	-0.002
O	-0.0063	0.0122	-0.0166
O	-0.004	0.0043	-0.041
O	0.0006	0.0051	0.0468
O	0.0129	-0.0067	0.0165
O	0.0057	-0.0054	0.0281
O	0.0004	0.0029	-0.0123
O	0.0078	-0.0057	-0.0273
O	0.0049	-0.0099	-0.0022
O	-0.0308	-0.0112	-0.0411
O	0.008	0.0057	0.0239
O	0.0061	-0.0025	0.0296
O	-0.0033	-0.0026	-0.0076
O	0.0044	-0.0001	-0.0008
O	0.0292	-0.0403	-0.0056
O	-0.0051	-0.0013	-0.0159
O	-0.0023	0.0143	-0.0179
O	0.0152	0.0029	-0.0059
O	-0.0045	0.0165	-0.028
O	-0.0028	-0.0085	0.0124
O	-0.0051	-0.0088	-0.0279
O	0.0894	-0.015	0.0759
O	0.0318	-0.0097	0.0168
O	-0.0279	0.0178	0.0397
O	-0.0139	-0.1422	0.0733
O	-0.0656	-0.0238	-0.0281
O	0.022	-0.0226	-0.0084
O	0.0491	-0.0436	0.0346
O	0.0218	-0.0285	0.0202

The program warned: the cutoff lies below the one the program advises for these potential files; the exchange-correlation potential is rough where the density is thin.
